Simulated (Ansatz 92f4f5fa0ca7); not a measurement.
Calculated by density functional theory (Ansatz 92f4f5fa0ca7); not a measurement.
Periodic cell of 234 atoms, Si134O100, from a study of silicon, its oxide and their interface. The atomic structure is a simulated model.

Settings: functional PBE; potential files Ansatz PAW; basis plane waves; wave-function cutoff 700 eV; density cutoff ratio 5; exchange-correlation grid ratio 2; k mesh 2 x 2 x 1, shifted by 0.5 0.5 0.5 of a step; self-consistency stop 5e-08 eV per atom in the density residual; occupations Fermi-Dirac, 0.05 eV; spin none; net charge 0.

Cell vectors (angstrom)
a  11.5983  0  0
b  0  15.4644  0
c  -2.4704  0.1926  21.8311

Atoms: element, x, y, z (angstrom)
Si  -1.6688  1.9356  -0.2297
Si  -1.7643  5.0903  0.1664
Si  -1.8204  8.2266  0.0769
Si  -1.683  11.341  -0.5706
Si  2.4539  1.1331  -0.4544
Si  1.9824  5.2772  -0.0227
Si  1.9035  8.2838  0.0144
Si  2.05  12.1922  -0.7052
Si  6.4288  1.1475  -0.2879
Si  5.9  4.2433  -0.1451
Si  5.9166  8.8868  -0.1463
Si  6.0765  12.0161  -0.5851
Si  0.3477  0.9371  0.7698
Si  0.1736  4.8772  1.4177
Si  0.0664  8.4126  1.4426
Si  0.1809  12.1179  0.7955
Si  4.3181  0.8154  0.9322
Si  3.9869  4.6582  1.1959
Si  3.9677  8.6631  1.2075
Si  4.0582  12.37  0.7306
Si  8.1855  1.0587  1.2162
Si  7.8003  4.8251  1.2522
Si  7.8016  8.4947  1.2696
Si  8.0353  12.3077  0.7651
Si  0.3115  2.7483  2.3991
Si  0.1851  6.639  2.8856
Si  0.2031  10.4726  2.4803
Si  0.2164  14.293  2.0623
Si  4.1222  2.7036  2.4444
Si  4.0704  6.6582  2.5714
Si  4.0243  10.6056  2.4235
Si  4.1296  14.2912  2.1707
Si  7.9744  2.8904  2.6096
Si  7.7748  6.659  2.6962
Si  7.906  10.5336  2.4421
Si  8.0795  14.3418  2.2121
Si  -1.593  2.8088  3.8218
Si  -1.8345  6.6642  4.0509
Si  -1.7359  10.5387  3.8277
Si  -1.6076  14.3489  3.5954
Si  2.1996  2.7319  3.8028
Si  2.1975  6.6202  4.0677
Si  2.1368  10.4995  3.8378
Si  2.1599  14.3303  3.5443
Si  5.9884  2.7893  3.886
Si  5.8988  6.6688  4.0787
Si  5.9363  10.5251  3.8113
Si  6.0388  14.293  3.587
Si  -1.559  0.7956  5.0256
Si  -1.6714  4.6623  5.2731
Si  -1.76  8.6729  5.2998
Si  -1.7013  12.519  5.0887
Si  2.1656  0.756  5.0547
Si  2.157  4.5822  5.3
Si  2.1621  8.6203  5.3351
Si  2.1551  12.4762  5.0792
Si  5.9243  0.7351  5.0221
Si  6.008  4.6626  5.3366
Si  5.9352  8.6696  5.3571
Si  5.9376  12.4512  5.1285
Si  0.333  0.8137  6.5463
Si  0.2182  4.5832  6.6864
Si  0.1975  8.6449  6.6626
Si  0.2457  12.615  6.4472
Si  4.0032  0.698  6.5405
Si  4.0736  4.5446  6.6876
Si  4.0336  8.5167  6.7872
Si  4.0008  12.3466  6.571
Si  7.9771  0.8272  6.1278
Si  8.0164  4.7033  6.6342
Si  7.919  8.8191  6.6734
Si  7.9158  12.4677  6.4018
Si  0.2029  2.6218  8.1295
Si  0.3539  6.5896  7.9434
Si  0.0581  10.7589  7.8288
Si  0.3952  14.4356  7.992
Si  4.0569  2.5916  8.045
Si  4.0618  6.4381  8.0891
Si  3.9179  10.431  8.1634
Si  3.9657  14.2426  7.9417
Si  7.9093  2.5446  7.6751
Si  8.0619  6.8382  7.9019
Si  7.8428  10.8124  8.0891
Si  8.0164  14.4772  7.4851
Si  -1.9387  2.0663  9.1902
Si  -1.5231  6.9581  9.2328
Si  -1.7609  11.4453  9.3265
Si  -1.739  14.5113  8.8973
Si  2.1802  2.9763  9.4857
Si  2.0936  6.1877  9.5433
Si  1.8065  10.8153  9.3753
Si  2.2411  13.948  9.7244
Si  6.113  2.0829  9.2407
Si  6.1879  6.0181  9.0865
Si  5.9101  10.5192  9.5208
Si  6.1183  14.5512  8.7861
Si  -0.4393  9.4918  11.0083
Si  4.1073  4.8119  13.6526
Si  0.4607  9.0315  13.8967
Si  -2.429  6.2288  16.2311
Si  5.823  11.6855  16.7223
Si  6.1111  8.9355  13.8993
Si  -1.2489  9.0085  16.3804
Si  8.1417  10.7466  15.1286
Si  10.9614  -1.452  13.8961
Si  6.5696  7.8275  11.1126
Si  3.9928  11.0665  14.5809
Si  3.6422  14.6828  12.4931
Si  9.763  -1.0502  16.8358
Si  8.9677  3.6471  17.5118
Si  10.8216  5.3812  13.863
Si  7.6635  3.7481  10.7009
Si  3.3283  10.3606  17.3452
Si  1.8563  6.6899  12.6586
Si  2.6189  -1.2209  15.6057
Si  -4.1403  13.2676  18.6162
Si  1.0277  1.0113  14.5608
Si  -0.4184  3.8016  19.5644
Si  6.2227  6.2307  15.1885
Si  1.4223  -3.4641  14.1254
Si  2.7457  13.0871  18.3929
Si  4.2995  4.5023  16.5375
Si  8.0127  0.6514  15.0048
Si  10.1234  2.6138  14.7216
Si  3.112  17.5747  12.4203
Si  8.914  6.0661  11.6903
Si  6.0643  0.4656  19.4479
Si  6.0045  12.8295  11.3483
Si  6.3128  2.1544  16.9663
Si  0.0616  14.6496  19.2259
Si  -0.2475  9.816  19.3374
Si  8.1277  13.4844  13.5299
Si  2.2521  5.1923  18.8877
Si  2.375  8.153  19.1402
O  1.7556  8.1198  13.4708
O  5.861  0.9069  17.8903
O  7.4728  3.0404  17.711
O  7.0979  1.5108  20.1355
O  -1.7682  6.641  -0.636
O  -1.6499  3.5922  -0.6375
O  -1.4734  11.8804  -2.1313
O  -1.7915  9.6677  -0.8253
O  9.3754  3.2217  16.0053
O  1.8149  0.2062  15.7589
O  2.5185  6.8014  -0.3594
O  -0.098  2.895  20.883
O  -0.2409  11.3773  19.8045
O  -0.7981  13.8142  20.3421
O  10.8879  -0.4815  17.8394
O  5.646  5.3531  13.9161
O  7.4287  14.8134  14.2064
O  6.2203  2.7238  -0.7811
O  5.5297  5.0371  -1.54
O  -0.6294  9.5855  17.7664
O  5.8689  7.8196  -1.4279
O  -1.4558  10.7617  10.8064
O  6.1712  12.7834  -2.1045
O  5.9202  8.1574  12.5265
O  9.5961  -1.4889  13.0211
O  -2.2721  7.7762  16.721
O  -1.7209  5.7829  10.399
O  -1.9005  0.4801  9.8004
O  -0.5211  9.0474  12.5904
O  -0.1853  8.4253  15.278
O  4.919  10.0157  13.8236
O  -0.0761  1.9749  15.2627
O  11.7865  -0.0692  13.6623
O  2.1174  4.5751  9.9244
O  2.3748  17.6858  10.9668
O  1.7492  6.9044  11.0346
O  1.1243  9.8937  10.6173
O  2.4757  14.5115  11.3201
O  6.2899  13.0067  17.5002
O  1.6445  -2.5473  15.4711
O  5.9963  15.9467  9.6592
O  5.7626  6.5222  10.6098
O  4.8255  13.6591  12.0763
O  6.3874  9.0075  10.0223
O  8.1423  7.4694  11.3695
O  5.6153  11.2852  10.9841
O  6.4598  13.4079  9.9135
O  4.9993  18.5188  16.7033
O  2.9383  -3.729  13.5211
O  10.0737  3.1031  18.58
O  7.0367  4.6127  9.42
O  0.7274  5.6901  13.3327
O  6.466  2.6372  10.8057
O  0.7826  10.5475  14.3549
O  -1.0386  8.3506  10.004
O  -4.6907  14.5359  19.4675
O  0.9733  4.1786  18.792
O  8.8404  -2.069  17.7237
O  9.7957  6.308  13.021
O  7.5533  9.7081  14.0089
O  8.2867  12.2719  14.6084
O  6.7878  1.6028  15.4924
O  8.797  0.1794  16.3613
O  3.271  4.7223  17.7333
O  1.4274  4.9266  -1.5644
O  10.516  -1.6333  15.487
O  7.9131  4.7947  11.9284
O  5.9198  7.838  15.0945
O  4.9987  12.124  15.355
O  9.1245  3.0257  10.4458
O  -1.8435  13.0758  9.7568
O  1.9864  1.895  13.6016
O  9.0886  1.5011  14.0853
O  3.0869  8.8557  17.852
O  3.3505  13.9292  17.0671
O  -1.2154  9.0538  20.4094
O  -2.6279  5.2858  17.5514
O  3.9945  3.4486  12.7698
O  7.0954  10.7365  16.3737
O  5.4602  5.6702  16.5268
O  7.2883  12.8737  12.3198
O  6.069  10.3727  -0.9053
O  7.839  6.0451  15.2888
O  10.4868  3.7878  13.6496
O  4.8725  10.7769  17.6759
O  1.401  13.8382  18.8645
O  2.8227  0.421  -1.9043
O  3.1317  10.2873  15.7243
O  -2.0175  10.2505  15.6606
O  11.9164  12.8333  13.2726
O  4.0875  16.2606  12.448
O  7.0818  0.2762  -1.5932
O  2.0562  12.3268  10.0147
O  -1.0762  5.7595  15.4266
O  3.4638  4.5228  15.1335
O  2.3741  11.5364  17.9533
O  1.7863  6.7324  18.6078
O  3.3045  6.0232  12.9416
O  1.2081  9.1654  19.6146
O  3.3318  14.3939  14.1153

Results
free energy: -142067.226 eV
free energy less fixed offsets of O -569.03, Si -635.61 eV per atom: 7.514 eV
pressure: 0.01 GPa
stress xx, yy, zz, yz, xz, xy (GPa, positive in tension): -0.46, -0.47, 0.89, -0.17, -0.08, -0.11

Forces (eV/angstrom), in the order of the atoms: element, x, y, z
Si  0.1906  0.174  -0.2261
Si  0.0949  0.3377  -0.5352
Si  0.0573  -0.385  -0.2995
Si  0.0079  -0.1144  -0.1515
Si  -0.0234  0.0957  -0.0362
Si  0.0833  -0.0382  -0.1092
Si  0.0375  0.0284  0.047
Si  0.0636  0.2533  -0.0335
Si  0.3017  0.0943  -0.1569
Si  -0.0345  0.1567  -0.4536
Si  0.0191  -0.2588  -0.2172
Si  -0.0538  0.0216  -0.3973
Si  -0.1281  0.2408  -0.0416
Si  0.2491  0.1307  -0.1766
Si  0.2296  -0.1212  -0.4164
Si  0.0591  -0.0345  -0.1577
Si  0.1481  0.0682  -0.08
Si  -0.1187  0.0453  -0.3115
Si  -0.066  -0.0074  -0.4169
Si  -0.0893  -0.0982  -0.1546
Si  -0.0285  0.1028  -0.1444
Si  -0.2664  -0.146  -0.2203
Si  -0.2151  0.1395  -0.2627
Si  -0.0125  -0.208  -0.0315
Si  0.1114  -0.1069  -0.0089
Si  0.0049  0.0018  0.2922
Si  0.0054  0.0547  0.2329
Si  0.0303  -0.0477  -0.1876
Si  0.0164  -0.0189  0.0617
Si  -0.0812  -0.017  -0.1059
Si  0.0708  0.2193  -0.0042
Si  -0.0765  -0.072  -0.0407
Si  -0.072  -0.0595  0.3144
Si  0.037  -0.0323  0.2233
Si  0.0029  0.1743  0.0767
Si  0.0009  -0.1137  -0.0565
Si  0.0385  -0.0497  -0.1588
Si  -0.0427  0.0235  -0.0006
Si  0.1133  0.0596  -0.1389
Si  -0.0745  -0.0513  -0.0095
Si  -0.0804  -0.0439  0.0818
Si  -0.0466  -0.0092  0.015
Si  0.0209  0.0039  0.0444
Si  0.086  -0.0592  0.0369
Si  -0.0098  0.0484  -0.0906
Si  0.039  -0.0347  -0.0078
Si  0.0307  -0.0413  0.0144
Si  -0.0871  -0.0267  -0.055
Si  -0.054  0.0422  0.0019
Si  -0.0926  0.0071  0.1468
Si  -0.0252  -0.0677  0.0414
Si  0.0071  -0.0679  0.0438
Si  -0.0838  0.0555  -0.0133
Si  0.189  -0.0696  -0.0002
Si  0.0296  0.0029  -0.0592
Si  -0.1248  0.031  -0.0266
Si  -0.0058  0.01  0.062
Si  -0.0388  0.1449  0.0896
Si  0.0467  0.0798  -0.1308
Si  0.1265  0.0296  0.0041
Si  -0.0037  0.142  0.0058
Si  0.0809  0.0297  0.1202
Si  -0.0104  0.0428  0.0504
Si  0.0792  -0.0793  -0.0087
Si  0.0844  0.0873  -0.0408
Si  -0.2304  -0.0591  -0.0519
Si  0.0761  -0.0804  0.1737
Si  -0.0154  -0.2035  0.1035
Si  -0.026  0.0869  -0.2306
Si  0.0139  -0.0226  0.0334
Si  -0.0614  0.1448  0.1137
Si  -0.0241  -0.0745  -0.1824
Si  -0.1953  0.0793  0.1248
Si  -0.0125  0.1168  -0.0325
Si  0.0035  0.0172  0.1886
Si  0.1203  -0.1814  0.3593
Si  0.2598  0.0634  0.2148
Si  -0.0693  0.0097  0.057
Si  -0.0419  0.2029  0.2346
Si  0.0715  0.0574  0.3673
Si  -0.0265  -0.0708  0.2042
Si  -0.0091  -0.1573  0.0958
Si  0.1842  -0.0019  0.2148
Si  -0.0412  0.0255  0.0976
Si  -0.0259  -0.2048  0.1833
Si  0.1284  -0.1103  0.1262
Si  -0.1699  0.3233  -0.0424
Si  -0.1354  0.1219  0.5366
Si  0.1239  -0.1346  0.4291
Si  0.0234  0.0151  0.3281
Si  -0.2305  -0.0515  -0.0312
Si  0.155  -0.0607  0.1934
Si  -0.3088  -0.3089  0.1717
Si  0.2217  0.1489  -0.1145
Si  -0.0014  -0.3242  0.0312
Si  -0.1134  -0.0085  0.3915
Si  -0.0364  -0.1062  0.2362
Si  -0.0188  0.0551  0.3569
Si  0.2225  0.0317  0.4682
Si  -0.12  -0.0166  0.0041
Si  -0.0165  -0.2394  -0.2092
Si  0.033  0.2092  0.4869
Si  -0.3488  -0.1721  -0.2715
Si  0.0177  -0.0839  0.0433
Si  -0.0813  0.0858  0.0882
Si  -0.0073  0.2757  0.4655
Si  0.0845  -0.0533  0.0718
Si  0.1589  0.0136  0.4393
Si  -0.0951  0.1306  -0.4733
Si  -0.1182  0.0674  -0.3989
Si  0.0178  -0.2703  0.3141
Si  -0.0789  -0.0348  0.0116
Si  0.2355  -0.0361  -0.279
Si  0.079  -0.1823  0.5678
Si  -0.2585  0.031  0.0139
Si  -0.0323  0.0464  -0.4963
Si  -0.2457  -0.0048  0.1556
Si  -0.1089  -0.0935  -0.4554
Si  0.0359  -0.0177  0.2595
Si  -0.0298  0.0166  0.0851
Si  -0.0403  -0.1529  -0.5065
Si  0.1374  0.0065  -0.043
Si  -0.0368  0.123  -0.0967
Si  0.0318  -0.0625  0.0541
Si  0.0113  0.1241  0.5639
Si  0.2808  0.2398  0.4784
Si  -0.0019  0.2666  -0.2808
Si  0.0517  0.1268  0.1877
Si  0.0647  0.3223  -0.4423
Si  -0.1699  0.1146  -0.3028
Si  -0.0953  -0.1605  -0.3772
Si  0.1933  0.2367  0.3693
Si  0.1787  -0.0661  -0.4485
Si  0.1387  -0.0315  -0.4995
O  -0.0751  -0.0517  -0.2469
O  -0.0931  -0.2934  0.4617
O  0.0223  -0.0526  0.1589
O  -0.0248  -0.0577  -0.0081
O  -0.0392  -0.0101  0.5916
O  0.0153  -0.3365  0.3416
O  -0.0561  -0.15  0.2945
O  0.0852  0.2784  0.2878
O  -0.0003  0.0863  0.1583
O  0.1326  -0.0939  -0.0145
O  -0.3429  -0.0349  0.3254
O  0.119  -0.1733  0.1032
O  -0.0117  0.1121  0.3139
O  0.0611  -0.2136  0.184
O  0.1177  -0.0442  0.2987
O  -0.0477  -0.0542  -0.119
O  0.0208  -0.1503  -0.0809
O  -0.1354  0.0146  0.4137
O  0.1337  -0.0578  0.2615
O  0.1495  0.1562  0.4604
O  0.0745  0.1316  0.2067
O  0.0125  0.0117  -0.1282
O  0.079  -0.174  0.6984
O  0.0205  -0.0929  -0.2522
O  -0.0029  -0.0813  -0.1301
O  0.1206  0.0531  -0.0012
O  0.0947  0.1323  -0.0995
O  0.1703  0.109  -0.6206
O  -0.0546  0.0888  -0.5586
O  0.0203  0.0474  -0.1003
O  0.0352  -0.043  -0.1185
O  0.0925  -0.063  -0.0573
O  0.0318  -0.0678  -0.0747
O  -0.0232  -0.0023  -0.3032
O  -0.1382  0.1408  -0.5798
O  0.0688  -0.1047  -0.6036
O  0.1638  0.0637  -0.1407
O  -0.2308  -0.116  -0.7627
O  0.1414  0.1342  0.295
O  0.0286  0.0808  -0.0093
O  -0.0304  0.2602  -0.4728
O  0.0078  -0.1258  -0.29
O  0.05  -0.0122  -0.086
O  -0.0164  0.0556  -0.1514
O  -0.1267  -0.0317  -0.1313
O  0.0283  -0.0916  -0.3348
O  0.0185  0.0729  -0.1177
O  0.0263  -0.0682  0.0571
O  -0.0556  -0.0002  -0.0394
O  0.1753  0.053  0.2645
O  -0.0655  0.0841  -0.064
O  0.0857  0.1066  -0.241
O  0.1228  0.1458  -0.1456
O  -0.0113  -0.062  -0.1117
O  -0.0691  -0.1847  -0.0276
O  -0.06  -0.0485  0.1698
O  -0.119  -0.0281  0.1925
O  -0.1602  -0.0899  0.2979
O  -0.2568  0.0618  -0.4173
O  -0.0527  -0.058  -0.1212
O  -0.0424  0.0988  -0.0956
O  -0.0273  -0.0336  0.1628
O  0.0997  -0.159  0.1673
O  -0.1588  0.0372  0.2344
O  0.102  -0.0184  0.2968
O  -0.0661  -0.0365  0.1635
O  -0.1171  -0.1904  -0.1763
O  -0.0262  0.0479  -0.1738
O  -0.0428  0.009  0.0332
O  -0.072  0.0078  -0.1014
O  0.055  -0.3507  -0.3475
O  0.1668  0.0616  -0.2892
O  0.0016  0.0202  -0.0075
O  -0.178  -0.1284  0.3676
O  -0.0156  -0.0792  0.2875
O  0.0304  0.0759  0.2914
O  0.0372  -0.0853  0.079
O  -0.018  -0.1593  -0.2634
O  -0.0449  0.0473  0.0535
O  -0.0704  -0.0163  -0.0742
O  -0.1623  -0.119  -0.2769
O  0.0085  0.1438  0.4147
O  -0.0117  -0.0074  -0.0484
O  0.0204  0.1432  -0.0942
O  -0.0477  0.0597  0.0521
O  0.0574  0.0506  0.083
O  -0.0162  -0.0384  0.2638
O  -0.0054  0.0561  0.1522
O  0.0364  -0.0256  0.0327
O  0.0542  -0.0354  -0.0599
O  -0.0184  -0.0809  -0.1902
O  -0.2473  0.0739  0.163
O  0.0171  0.0751  -0.1887
O  0.0363  0.0126  -0.0537
O  0.0488  0.0267  -0.0641
O  -0.0692  0.2031  0.1863
O  -0.0137  0.0805  0.2345
O  -0.0281  0.0805  -0.1663
O  -0.0124  0.1394  0.0443
O  0.0905  0.0553  -0.4285

The program warned: the cutoff lies below the one the program advises for these potential files.
